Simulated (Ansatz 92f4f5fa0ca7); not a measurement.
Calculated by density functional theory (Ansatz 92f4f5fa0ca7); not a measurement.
Periodic cell of 237 atoms, Si146O90B1, from a study of silicon, its oxide and their interface. The atomic structure is a simulated model.
Doubt: the cutoff is far below the 930 eV that the study's wrapper takes by default for these files, so forces and energies are approximate.
This geometry differs little from another in the collection (a relaxation step or a small displacement).

Settings: functional PBE; potential files Ansatz PAW; basis plane waves; wave-function cutoff 580 eV; density cutoff ratio 5; exchange-correlation grid ratio 1; k mesh 1 x 1 x 1, Gamma-centred; self-consistency stop 5e-08 eV per atom in the density residual; occupations fixed; spin none; net charge -1 e, with a uniform compensating background and no finite-size correction.

Cell vectors (angstrom)
a	11.6015	0	0
b	0	10.938	0
c	0	0	32.0622

Atoms and the computed forces on them: element, x, y, z (angstrom), force x, y, z (eV/angstrom)
Si	-0.1959	-0.0625	23.2928	0.0008	0.0072	0.0087
Si	3.6672	0.2024	23.117	-0.0023	0.0089	0.0101
Si	7.5501	-0.1359	23.4662	-0.0017	0.0092	0.0033
Si	1.6861	1.3822	23.4299	0.0013	-0.0094	0.003
Si	5.7324	1.4069	23.2073	-0.0022	-0.0086	0.0051
Si	9.4398	1.2292	23.3761	0.0019	-0.0038	0.0073
Si	0.1591	5.3136	23.4786	-0.0017	0.0066	0.0035
Si	4.1235	5.292	23.4144	-0.0003	0.0058	0.0058
Si	8.033	5.6056	23.5715	-0.0008	0.0054	0.005
Si	2.1598	6.5797	23.392	-0.0005	-0.0047	0.0031
Si	5.9682	6.7668	23.5002	0.0011	-0.0071	0
Si	10.0071	6.8686	23.6241	0.0034	-0.0043	0.0057
Si	1.9025	2.6653	25.4034	0.0008	-0.0035	-0.0029
Si	5.8315	2.654	25.2742	0.0029	-0.0062	-0.0036
Si	9.6296	2.6842	25.2823	-0.0014	-0.0079	-0.0018
Si	11.5959	4.0079	25.4073	0.0005	0.0055	0.0003
Si	3.894	3.9736	25.3461	-0.0021	0.0049	0.0008
Si	7.7434	4.0921	25.37	-0.0004	0.0052	0.0043
Si	1.9723	8.151	25.2159	-0.0004	-0.0023	0.0031
Si	5.7741	8.1695	25.3834	-0.0029	-0.0041	0.0031
Si	9.7116	8.265	25.4584	-0.0002	-0.0051	0.0036
Si	11.6384	9.5659	25.2849	-0.0005	0.0031	-0.0041
Si	3.8637	9.5905	25.0894	0.0018	0.0028	-0.0021
Si	7.69	9.5225	25.4307	0.0022	0.0014	-0.0018
Si	11.648	-0.0133	27.2361	-0.0032	-0.0007	0.002
Si	3.9	-0.0558	27.1434	0.0018	0.0021	-0.0019
Si	7.7584	-0.0224	27.3176	0.0002	-0.0032	0.0028
Si	1.9835	1.313	27.3068	0.0004	0.0023	0.0015
Si	5.8293	1.3207	27.2262	-0.0019	0.0016	-0.0008
Si	9.6933	1.3311	27.2334	0.0018	0.0026	-0.001
Si	11.5893	5.4721	27.2641	0.0018	-0.0003	0.0023
Si	3.8459	5.4242	27.2428	-0.0028	-0.0001	0.0023
Si	7.7131	5.4655	27.2944	0	-0.0027	0.0023
Si	1.9355	6.8278	27.2101	-0.0008	-0.0027	-0.0038
Si	5.7595	6.804	27.3001	0.0031	0.0002	-0.001
Si	9.654	6.8239	27.3217	-0.0043	0.0029	-0.0013
Si	1.943	2.7217	29.211	-0.0066	-0.0014	0.0003
Si	5.7934	2.7221	29.1528	-0.0003	-0.0024	0.0051
Si	9.6792	2.7272	29.1696	-0.0035	-0.0046	0.005
Si	0.0117	4.0986	29.1919	0.0028	0.0021	-0.0031
Si	3.8622	4.0939	29.1991	0.0043	0.0042	-0.0035
Si	7.7325	4.0869	29.2104	0.0018	0.0031	-0.007
Si	1.9385	8.1846	29.1741	0.0013	-0.0002	0.0026
Si	5.7947	8.1844	29.2189	0.0042	-0.0009	-0.0064
Si	9.6691	8.1922	29.2491	0.0024	-0.0042	-0.0055
Si	0.0053	9.5566	29.181	-0.0005	0.0008	0.0041
Si	3.871	9.5582	29.1388	-0.0043	0.0009	0.0084
Si	7.7338	9.552	29.2412	-0.0042	0.0021	-0.0029
Si	0.0016	-0.0004	31.1235	-0.0029	0.0015	-0.0025
Si	3.8557	0.0042	31.0947	0.0021	-0.0006	-0.0025
Si	7.7281	0.0189	31.1482	0.0011	0.0007	-0.0008
Si	1.927	1.3748	31.1472	0.001	0.0001	0.0058
Si	5.786	1.3758	31.0983	-0.0031	0.0016	-0.0016
Si	9.6738	1.3723	31.1237	0.0007	0.0045	-0.0019
Si	0.011	5.4677	31.1292	0.0009	-0.0041	0.0035
Si	3.8636	5.4741	31.1335	-0.0026	-0.0057	0.0054
Si	7.7379	5.4547	31.1556	0.0002	-0.0036	0.0019
Si	1.9362	6.846	31.1477	-0.0008	0.003	-0.0035
Si	5.802	6.826	31.1492	-0.0006	0.0004	0
Si	9.6747	6.8223	31.1753	0.0014	0.004	0.0014
Si	1.927	2.7529	1.0217	-0.0036	0.0088	0.0011
Si	5.7702	2.7462	0.9729	0.003	0.0051	0.0051
Si	9.6858	2.7354	1.0146	0.005	0.0016	0.0016
Si	0.002	4.1371	1.017	0	-0.0035	0.0046
Si	3.8459	4.1412	1.0265	-0.0008	-0.0019	0.0029
Si	7.7346	4.0882	1.0304	-0.0049	-0.0052	-0.0004
Si	1.9265	8.2038	1.0511	0.0003	-0.0065	-0.0033
Si	5.7867	8.229	0.9929	-0.0024	-0.0027	0.0001
Si	9.6699	8.2241	1.0315	-0.0008	-0.0058	-0.0073
Si	0.0042	9.5901	1.0138	0.0036	-0.0018	-0.0055
Si	3.8455	9.5904	0.9929	-0.0018	-0.0031	-0.0114
Si	7.7322	9.5749	1.0064	-0.0003	0.0035	0.003
Si	11.6281	-0.027	2.9913	-0.0081	0.0165	0.012
Si	3.8272	-0.0345	2.9842	0.0019	0.0141	0.0277
Si	7.7344	0.0219	2.9203	0.0007	0.0049	0.0008
Si	1.928	1.3798	2.9478	0.0072	-0.0016	-0.0176
Si	5.7816	1.3327	2.8642	0.0041	0.0019	0.0026
Si	9.6804	1.3482	2.9482	-0.0024	-0.0031	0.0007
Si	11.6122	5.567	2.9184	0.0135	0.0177	-0.0237
Si	3.827	5.5585	2.9487	-0.002	0.0157	-0.0194
Si	7.7311	5.5189	2.9312	-0.0019	0.0143	-0.0029
Si	1.912	6.9926	3.114	-0.0092	-0.0393	0.0026
Si	5.7984	6.863	2.9137	0.0005	-0.0199	0.0014
Si	9.6594	6.8948	2.991	-0.0015	-0.0208	0.0035
Si	1.9041	2.8345	4.8277	-0.0048	-0.011	-0.0001
Si	5.8222	2.7317	4.7413	-0.0057	-0.0143	-0.0098
Si	9.5976	2.8002	4.82	-0.0013	-0.0156	-0.0033
Si	11.5353	4.1418	4.7833	-0.0204	0.0006	0.0174
Si	3.9055	4.1103	4.8162	0.0241	0.011	0.0243
Si	7.709	4.1949	4.8803	-0.0023	0.0027	0.0041
B	1.896	8.1449	4.8285	0.0411	0.1471	0.0081
Si	5.7404	8.281	4.7949	-0.0346	0.0376	0.0094
Si	9.6948	8.3251	4.9113	0.0249	0.0336	0.0075
Si	11.8289	9.4574	4.8868	0.0022	-0.0876	-0.0168
Si	3.6091	9.3332	4.8159	-0.0158	-0.099	-0.0427
Si	7.7129	9.6729	4.8988	-0.0038	-0.0092	-0.0002
Si	11.6171	0.1436	6.6982	0.0015	0.0341	0.0114
Si	3.7372	-0.0923	6.6042	0.0138	0.0438	0.0155
Si	7.7134	0.0745	6.9068	0	0.0014	-0.0064
Si	2.0401	1.4803	6.7458	-0.018	-0.0179	0.001
Si	5.6925	1.2652	6.5954	0.0109	-0.0087	-0.0209
Si	9.6888	1.4963	6.7821	0.0015	0.0016	-0.0178
Si	11.5643	5.5498	6.663	0.0548	0.059	-0.0178
Si	3.9136	5.4825	6.7489	-0.021	0.0398	-0.0365
Si	7.7223	5.6638	6.8114	0.0046	0.0445	-0.0008
Si	1.9626	6.8413	6.4451	-0.0334	-0.1217	0.0017
Si	5.7943	6.9666	6.7278	0.0224	-0.0478	-0.0076
Si	9.7412	7.0225	6.8946	-0.022	-0.0435	-0.0019
O	9.9651	7.9563	8.2948	0.0094	0.0179	0.012
O	7.6548	9.9467	8.2198	-0.0016	0.0007	0.0056
O	7.3748	4.7288	8.1551	-0.0011	-0.0125	0.023
O	3.3879	10.3796	8.195	-0.0032	-0.0007	-0.0104
O	2.0003	7.6239	7.9233	0.0001	0.0494	0.0437
O	3.9176	4.5978	8.1954	-0.0003	-0.0261	0.0194
O	9.904	2.4514	8.1494	0.0036	-0.0029	0.0087
O	2.5795	2.315	8.1244	0.0058	-0.0009	0.0025
O	11.4734	4.6393	8.0652	-0.0119	-0.0235	0.021
O	5.3107	2.3607	7.7859	-0.0075	0.0001	0.0162
O	5.8246	7.9633	8.0814	0.0013	0.0198	0.015
O	11.2578	10.3227	8.1304	-0.0002	-0.0002	-0.0035
O	11.2783	10.0814	21.8132	-0.0002	-0.005	-0.0079
O	3.228	10.7216	21.5317	0.0013	-0.0036	-0.0105
O	5.7881	7.7576	22.1668	0.0037	0.006	-0.0083
O	4.2211	4.4506	21.9557	0.0022	-0.0019	-0.0068
O	7.6785	9.6875	22.2014	-0.0021	-0.004	-0.0056
O	10.3053	7.6701	22.1973	-0.0015	0.0035	-0.0084
O	1.6165	2.4019	22.1153	-0.0029	0.0068	-0.0077
O	5.9433	2.4363	21.8905	-0.0001	0.0079	-0.0089
O	8.4422	4.7075	22.2273	-0.0007	-0.0013	-0.0084
O	-0.0674	4.4551	22.0476	0.0016	-0.0022	-0.0073
O	2.3452	7.3514	21.9363	-0.0002	0.0001	-0.0092
O	9.1226	1.8738	21.8713	-0.0005	0.004	-0.0124
Si	1.8944	7.8002	9.5097	0.0026	-0.0036	-0.0322
Si	5.0404	0.5694	17.6846	-0.0002	0.0011	0.0042
Si	2.4931	5.4274	13.9635	0.0001	0.0006	-0.0057
Si	10.5653	3.8615	14.0214	0.0013	0.0007	-0.0073
Si	8.2724	2.3979	15.2417	-0.0004	-0.0013	-0.002
Si	9.5449	2.248	20.3499	0.0003	-0.0004	0.0137
Si	10.5772	3.6719	9.0145	0.0055	0.0124	-0.027
Si	0.0466	2.3213	11.5319	-0.0017	0.0028	-0.0119
Si	11.0389	8.1285	15.3681	-0.0012	0	-0.0033
Si	5.1712	6.9355	13.9642	0.0018	0.0002	-0.0072
Si	5.7535	2.6277	11.0816	0.0047	0.0029	-0.0106
Si	8.5831	7.6759	19.3963	0.0012	-0.0005	0.0086
Si	8.1168	4.8523	20.644	-0.0001	0	0.012
Si	5.9266	9.5914	15.1872	-0.0003	0.0004	-0.0015
Si	2.109	7.6278	20.3565	-0.0019	0.0018	0.0114
Si	1.9238	4.8913	18.7796	0.0003	-0.001	0.0089
Si	4.5017	3.4398	18.0181	-0.0008	-0.0004	0.0057
Si	8.5191	8.9277	16.8091	-0.0002	0.0002	0.0031
Si	0.8313	9.4819	13.2664	0.0005	0.0009	-0.0063
Si	9.9148	10.6602	11.6932	-0.0006	0.0003	-0.0086
Si	5.3508	3.706	21.0285	0.0011	-0.0021	0.0143
Si	0.5992	5.5229	16.2279	-0.0005	-0.001	0.0008
Si	10.7554	9.1445	9.114	-0.0136	-0.0142	-0.0226
Si	6.5682	8.8934	21.301	-0.0001	-0.0025	0.0122
Si	7.1424	7.1027	11.4675	0.0015	-0.0014	-0.0112
Si	2.6834	0.7315	12.1935	-0.0003	0.0008	-0.0048
Si	10.8865	8.6778	21.0632	0.0007	0.0025	0.0134
Si	6.0262	4.3269	15.62	-0.0006	0.0001	-0.0017
Si	7.0851	0.5044	12.9509	0.0022	0	-0.0071
Si	4.0182	2.994	8.5537	-0.0048	0.0238	-0.0142
Si	0.8844	6.7526	11.8228	0.0003	-0.0025	-0.0125
Si	6.574	9.0379	9.0587	0.0023	-0.0144	-0.0244
Si	0.6653	3.2929	21.1513	0.0003	-0.0006	0.0136
Si	9.8146	6.5099	12.8596	-0.0025	0.0024	-0.0087
Si	7.7445	4.5243	9.7209	-0.0002	0.0048	-0.0303
Si	3.9826	10.0688	20.2269	-0.0014	-0.0001	0.0124
Si	4.2673	3.0377	13.5028	0.0013	0.0005	-0.0065
Si	3.855	10.0082	9.7087	0.0017	-0.0074	-0.0008
Si	8.0658	0.7868	18.0212	0.0007	-0.0011	0.0046
O	11.5109	3.2128	12.8826	-0.0006	-0.0007	0.0059
O	9.3699	4.4569	9.811	-0.0005	-0.0027	0.0105
O	8.8055	3.6127	19.8703	-0.0004	0.0005	-0.0036
O	4.0445	-0.0748	18.8086	0.0004	0.0005	-0.0036
O	11.3323	4.5413	15.2805	-0.0007	-0.0013	0.0017
O	9.844	9.7837	10.3167	0.0005	0.0006	0.0062
O	3.7682	1.5321	13.1246	-0.0003	0.0011	0.0042
O	0.6606	9.0604	14.8372	0.0006	0.0004	0.0046
O	6.4815	0.9565	18.3749	0.0021	-0.0025	-0.0031
O	4.7664	3.17	19.6102	-0.0013	-0.0007	-0.0069
O	6.2416	1.1889	11.7248	-0.0008	-0.0005	0.0028
O	0.5241	8.6333	9.83	0.002	0.0041	0.0198
O	5.6439	4.3114	17.2194	0.001	0.0006	-0.0019
O	8.4557	7.2224	12.4005	0.0039	-0.002	0.0065
O	4.4106	2.6776	10.1246	0.0011	-0.0025	0.0101
O	2.0737	5.6508	15.5247	0.0006	-0.0007	0.001
O	3.3906	0.0573	10.9053	0.0011	-0.0006	0.0006
O	5.9072	7.2055	12.5308	-0.0016	-0.0001	0.0048
O	2.2949	6.3533	19.3758	-0.0004	0.0002	-0.003
O	0.6687	4.9355	17.7433	-0.0006	0	-0.0037
O	8.4228	10.7177	12.3561	-0.0017	0.0013	0.0048
O	5.4752	10.0441	9.7087	-0.0016	0.0058	0.0084
O	0.5912	8.1836	20.2249	0.0017	-0.0022	-0.0047
O	9.7645	2.6166	14.6764	-0.0007	-0.0001	0.0019
O	2.0058	10.5898	13.2023	0.0004	-0.0002	0.0034
O	9.9515	9.09	16.0763	-0.002	-0.0001	0.0012
O	6.1629	10.3628	13.7663	0	0.0007	0.0018
O	7.4566	1.6117	14.0855	-0.0011	-0.0006	0.0027
O	1.6314	3.921	20.0288	0.0015	0.0018	-0.0071
O	5.8902	5.7948	14.9123	-0.001	-0.0006	0.0024
O	7.3407	8.9484	15.7	0.0002	0.001	0.0022
O	1.5216	1.6722	11.5864	-0.0003	-0.0005	0.0032
O	7.2148	8.2777	10.3492	-0.0004	0.0012	0.0077
O	4.3286	1.9829	17.2889	0.0004	-0.0001	-0.0015
O	7.0603	3.1559	10.2738	-0.004	-0.004	0.0077
O	11.5638	7.01	16.4186	0.0001	-0.0007	-0.0003
O	8.3268	10.1525	17.827	0.0016	0.0017	-0.005
O	3.2396	8.5385	10.0524	0.0027	0.0025	0.0095
O	7.5776	3.8494	15.5025	-0.0008	0	0.0005
O	3.1463	4.3058	17.9015	0.0008	0	-0.002
O	2.9103	3.8978	13.6594	0.0019	-0.0019	0.0014
O	1.3291	8.206	12.4058	0.0003	0.0022	0.0022
O	1.2266	5.6815	12.9906	-0.0009	-0.0016	0.0042
O	4.9879	8.3075	14.8369	-0.0007	-0.0001	0.0022
O	11.167	2.3948	20.3436	-0.0013	-0.0002	-0.0054
O	10.9783	10.0034	12.7417	0.0023	-0.001	0.0043
O	5.3029	3.5745	12.349	-0.001	-0.0004	0.0067
O	5.0738	3.2006	14.9072	-0.0012	0	0.0015
O	6.486	4.8035	20.5717	-0.0004	0	-0.0057
O	8.389	1.579	16.6406	-0.0008	0.0015	-0.0001
O	10.4262	1.2438	11.4139	0.0001	0.0001	0.0043
O	10.8735	6.6142	11.6188	-0.0011	0.0012	0.0041
O	3.243	8.6758	19.8599	-0.0006	-0.0003	-0.0042
O	1.7041	6.4537	10.4402	0.0012	-0.0044	0.0077
O	7.1672	8.2105	19.9699	-0.0016	0.0022	-0.0036
O	8.5069	7.5949	17.7631	-0.0005	0.0015	-0.0039
O	3.6811	6.444	13.5756	-0.0014	-0.0002	0.0031
O	9.5742	4.9603	13.3175	0.0002	-0.001	0.0033
O	5.5125	9.9831	20.7588	-0.003	-0.0008	-0.0051
O	10.3591	7.3502	14.1263	0.0001	-0.0021	0.0006
O	8.7758	6.1705	19.972	-0.0009	0.0025	-0.0042
O	7.1318	5.6926	10.668	-0.0007	0.0009	0.0084
O	5.2621	10.5412	16.3649	0.0008	-0.001	-0.0012
O	9.0512	1.1644	19.2522	-0.0026	-0.0014	-0.0061
O	11.6082	3.192	10.1701	0.0023	-0.003	0.0119
O	9.7428	8.7118	19.9006	-0.0021	-0.0008	-0.005

Results
free energy: -144146.895 eV
free energy less fixed offsets of B -154.04, O -568.88, Si -635.61 eV per atom: 5.405 eV

The program warned: the cutoff lies below the one the program advises for these potential files; the exchange-correlation potential is rough where the density is thin.
